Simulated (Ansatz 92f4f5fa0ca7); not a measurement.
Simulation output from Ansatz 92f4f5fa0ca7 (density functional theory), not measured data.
Periodic cell of 192 atoms, Si128O64, from a study of silicon, its oxide and their interface. The atomic structure is a simulated model.
This geometry differs little from another in the collection (a relaxation step or a small displacement).

Settings: functional r2SCAN; potential files Ansatz PAW; basis plane waves; wave-function cutoff 800 eV; density cutoff ratio 5; exchange-correlation grid ratio 1; k mesh 1 x 1 x 1, shifted by 0.5 0.5 0 of a step; self-consistency stop 1e-10 eV per atom in the density residual; occupations fixed; spin none; net charge 0.

Cell vectors (angstrom)
a, 10.88, 0, 0
b, 0, 10.88, 0
c, -2.0964, -3.2731, 27.998

Atoms: element, x, y, z (angstrom)
Si, 1.6459, -1.667, 0.1114
Si, 4.3183, 1.114, 0.2262
Si, 1.0963, 4.3098, 0.0431
Si, 3.9181, -3.815, 0.1466
Si, -4.3712, -1.1289, 0.0629
Si, -1.6331, 1.6855, 0.0415
Si, 6.9604, 3.8248, 0.1036
Si, -1.0607, -4.2625, 0.022
Si, 2.7082, -0.039, 1.4379
Si, 5.4693, 2.6904, 1.4917
Si, 2.7375, -5.4635, 1.3386
Si, 5.4369, -2.6684, 1.4675
Si, -2.7145, 0.007, 1.3021
Si, -0.0392, 2.7597, 1.3803
Si, 8.1583, 5.4736, 1.2842
Si, 0.0382, -2.745, 1.4149
Si, 1.3277, 1.3672, 2.7101
Si, 4.0751, 4.0825, 2.7413
Si, 1.3904, -4.1162, 2.7683
Si, 4.0704, -1.3491, 2.8431
Si, 6.8375, 1.3124, 2.7936
Si, 9.4946, 4.1264, 2.7393
Si, 6.8214, 6.8, 2.7067
Si, -1.3552, -1.3449, 2.6825
Si, -0.0142, 0.0031, 4.0753
Si, 2.7046, 2.715, 4.0772
Si, -0.0016, 5.437, 4.1085
Si, 2.7172, -2.7427, 4.1402
Si, 5.4511, 0.0008, 4.1549
Si, 8.1714, 2.7307, 4.1045
Si, 5.4498, 5.4493, 4.0794
Si, 8.1733, -2.711, 4.0594
Si, 1.3574, -1.3681, 10.8566
Si, 4.0877, 1.3905, 10.8883
Si, 1.3924, 4.0467, 10.8987
Si, 4.0834, -4.0862, 10.8517
Si, 6.7691, -1.3427, 10.8961
Si, -1.3559, 1.3563, 10.8415
Si, 6.7772, 4.0634, 10.8613
Si, -1.3718, 6.7977, 10.8535
Si, 2.7089, 0.0216, 12.1944
Si, 5.4335, 2.7448, 12.2887
Si, 2.8025, 5.3965, 12.2343
Si, 5.3871, -2.7168, 12.238
Si, -2.7488, 0.0636, 12.2128
Si, 0.0258, 2.6525, 12.2271
Si, 8.1296, 5.4334, 12.1817
Si, 0.0009, -2.7384, 12.2025
Si, 1.3795, 1.2942, 13.6433
Si, 4.1334, 4.0962, 13.7326
Si, 1.4109, -4.1281, 13.4964
Si, 4.024, -1.3116, 13.5721
Si, -4.0692, 1.4234, 13.6503
Si, -1.3668, 4.0466, 13.4679
Si, 6.7383, -4.1193, 13.5481
Si, -1.394, -1.3357, 13.4848
Si, -0.049, -0.1131, 14.949
Si, 2.7286, 2.6974, 15.0328
Si, 0.0457, -5.5272, 14.7708
Si, 2.6439, -2.7111, 14.8841
Si, 5.4447, 0.0065, 14.9439
Si, -2.6857, 2.8338, 14.982
Si, 5.529, 5.4645, 15.1487
Si, -2.7582, -2.7095, 14.7728
Si, 0.8758, -1.87, 16.2683
Si, 4.1564, 1.3677, 16.3453
Si, 1.0299, 3.7977, 16.2413
Si, 4.286, -3.7088, 16.2089
Si, 6.6281, -1.5948, 16.1872
Si, -1.1615, 1.5365, 16.1765
Si, -3.4879, 4.5686, 16.4433
Si, -1.3258, -4.0963, 15.9388
Si, 1.3209, -1.6543, -7.1614
Si, 0.6943, -3.0988, -4.7733
Si, -0.7641, 3.3114, -6.7138
Si, 5.1137, 5.2806, -2.0475
Si, 1.4288, -0.8723, -2.8323
Si, 5.7685, 0.4292, -4.553
Si, 2.3744, 3.7909, -2.7563
Si, 8.0636, 2.4032, -4.7008
Si, 6.8381, -4.8191, -6.8172
Si, 3.4059, -3.2166, 19.0267
Si, -1.13, 0.6829, -2.8423
Si, 2.6495, -0.5365, 18.4511
Si, 3.5916, 1.2425, -2.6961
Si, -2.4337, -0.2555, 18.4202
Si, 5.6181, 3.2627, 18.4143
Si, 7.2617, 5.0886, -3.9696
Si, 3.9798, 5.1643, 19.954
Si, -1.7718, -3.8809, -2.9567
Si, 7.3829, -1.4907, -2.9133
Si, 1.5753, 5.0055, -5.4221
Si, 3.4959, 0.1398, -6.7919
Si, 1.8384, 1.5634, 20.5827
Si, 1.1463, 4.2425, 19.259
Si, -1.1017, -2.0584, 20.356
Si, 1.341, -1.3619, 5.451
Si, 4.0716, 1.3746, 5.4592
Si, 1.3518, 4.0646, 5.4517
Si, 4.0944, 6.7897, 5.4682
Si, 6.8117, -1.3825, 5.4598
Si, -1.354, 1.3635, 5.4529
Si, 6.7976, 4.0842, 5.4506
Si, -1.3571, -4.0648, 5.4384
Si, 2.7127, -0.0032, 6.8004
Si, 5.4341, 2.7307, 6.8103
Si, 2.7167, 5.428, 6.801
Si, 5.4481, -2.7271, 6.8224
Si, -2.7201, -0.0023, 6.8005
Si, 0.0047, 2.7089, 6.8183
Si, -2.7123, -5.4277, 6.799
Si, -0.0134, -2.7215, 6.8132
Si, 1.3644, 1.3501, 8.1676
Si, 4.075, 4.0845, 8.1604
Si, 1.3525, 6.7878, 8.1567
Si, 4.0756, -1.3581, 8.161
Si, 6.7949, 1.3552, 8.1542
Si, -1.3556, 4.0834, 8.1595
Si, 6.8093, -4.0801, 8.1691
Si, -1.3726, -1.3618, 8.16
Si, -0.0053, -0.0159, 9.5025
Si, 2.7297, 2.7165, 9.5106
Si, 0.0134, 5.4214, 9.5364
Si, 2.7132, -2.7311, 9.5027
Si, 5.4268, 0.0117, 9.5226
Si, 8.1552, 2.7218, 9.5019
Si, 5.4427, 5.4383, 9.5043
Si, 8.1449, -2.7016, 9.5297
O, 7.0091, 3.9469, 17.925
O, -0.2411, -3.0402, 16.6598
O, 1.3788, 4.483, 17.6769
O, 1.5455, 3.6725, -1.3813
O, 0.0222, -5.4141, -0.3768
O, 1.0069, -1.1495, -1.2935
O, 7.9492, -2.8841, -3.4705
O, 1.5233, -2.2176, -3.7071
O, 5.4751, -2.6599, 16.6552
O, -2.352, -5.3842, -3.0465
O, -1.4069, -3.6316, 20.0948
O, 3.7867, 4.4874, -2.4442
O, 7.7451, 0.3843, 19.726
O, 4.7028, -4.2976, -1.1975
O, 5.6352, 2.4688, 19.8403
O, 6.2228, -0.9936, -3.9262
O, 5.1952, 2.2974, 17.195
O, -0.9053, 1.172, -1.32
O, 8.0821, 2.7501, -0.4303
O, 2.6347, 2.3323, -3.3946
O, -1.7982, 0.9295, 17.5451
O, -2.182, 3.1558, -5.9775
O, -1.2659, -1.2606, 18.9496
O, 6.125, 4.3638, -1.1832
O, 4.3655, -4.1385, 19.9679
O, 3.686, 1.7074, -1.151
O, 7.3485, -1.047, 17.5415
O, 2.4456, 1.3728, -6.9236
O, 1.6085, -4.2623, -5.4148
O, 5.8885, -5.1619, -3.3954
O, 3.419, -3.9487, 17.583
O, 3.3045, 0.5239, 17.4416
O, 6.8891, -1.748, -1.3933
O, -0.5409, -3.7379, -3.975
O, 1.4512, -1.2971, 17.6805
O, 4.5286, 4.452, 18.5963
O, -2.2932, -0.424, -2.8684
O, 1.938, -3.3017, 19.6902
O, 0.2608, -2.2204, -6.0738
O, 0.2184, 4.443, -6.1029
O, 1.5471, 4.5912, -3.8657
O, -0.0229, 2.6111, 16.6433
O, -1.5965, 1.9125, -3.7687
O, 2.0724, 0.203, 19.752
O, -1.4285, -3.5493, -1.4083
O, 0.261, 0.0896, -3.4155
O, 7.1408, 3.4859, -3.9422
O, 1.169, 2.6624, 19.6037
O, -2.3543, -5.1381, 16.7625
O, 5.4145, 0.0254, -0.2986
O, -0.268, 4.8691, 19.7455
O, 2.6336, -1.1508, -6.3362
O, 6.706, -3.199, -6.7703
O, 2.8983, -0.2016, -2.8784
O, 5.0607, 1.2543, -3.355
O, 3.7653, -1.6416, 18.9073
O, 2.3828, 4.9458, 20.0206
O, 2.9187, 4.5196, -6.1925
O, -0.0701, 1.8518, -6.6128
O, 7.5565, -5.262, -5.4642
O, 2.7816, -2.7521, -0.3535
O, 7.0839, 1.1882, -5.1043
O, 5.3797, 5.3559, -6.8969
O, 4.7079, 0.3226, -5.7617

Results
free energy: -118376.793 eV
free energy less fixed offsets of O -570.45, Si -639.56 eV per atom: -4.313 eV

Forces (eV/angstrom), in the order of the atoms: element, x, y, z
Si, -0.0004, -0.0001, 0.0003
Si, -0.0002, 0.0004, -0.0006
Si, -0.0001, -0.0008, -0.0005
Si, 0, 0.0002, -0.001
Si, 0.0003, -0.0004, -0.0011
Si, 0.0005, -0.0004, -0.0009
Si, -0.0006, -0.0006, 0.0004
Si, 0.0001, 0.0007, 0
Si, -0.0003, -0.0004, -0.0002
Si, -0.0005, 0.0001, 0.0003
Si, -0.0002, -0.0001, 0.0003
Si, 0, -0.0002, -0.0008
Si, 0, 0, 0.0002
Si, -0.0006, -0.0003, -0.0002
Si, -0.0001, 0.0004, -0.0006
Si, -0.0003, 0.0003, 0.0005
Si, -0.0005, -0.0004, 0.0005
Si, -0.0003, 0.0003, 0.0002
Si, 0.0001, 0.0002, -0.0007
Si, -0.0006, -0.0002, -0.0002
Si, -0.0001, 0.0001, 0
Si, -0.0002, 0.0002, 0.0002
Si, -0.0003, -0.0005, 0.0004
Si, -0.0002, 0.0002, -0.0003
Si, -0.0001, 0.0001, 0.0001
Si, -0.0003, 0.0002, -0.0002
Si, -0.0005, 0, 0.0008
Si, -0.0005, 0.0003, 0.0005
Si, 0, 0.0002, -0.0001
Si, -0.0003, -0.0001, 0.0006
Si, -0.0003, -0.0002, -0.0001
Si, -0.0003, -0.0001, -0.0001
Si, -0.0009, -0.0006, 0.0002
Si, -0.0007, 0.0001, 0.0003
Si, -0.0006, 0.0001, -0.0002
Si, -0.0009, -0.0004, 0.0003
Si, -0.0001, -0.0004, -0.0001
Si, -0.0008, -0.0002, 0
Si, -0.0006, -0.0003, 0.0004
Si, -0.0005, -0.0004, 0.0002
Si, -0.0006, -0.0003, 0
Si, -0.0006, -0.0002, -0.0003
Si, -0.0004, 0, -0.0004
Si, -0.0003, -0.0005, 0
Si, -0.0005, 0.0005, -0.0005
Si, 0.0002, -0.0008, -0.0005
Si, -0.0004, 0.0001, 0
Si, -0.001, -0.0001, -0.0003
Si, 0.0001, -0.0007, 0.0009
Si, -0.0009, -0.0005, 0.0005
Si, -0.0004, -0.0001, 0.0005
Si, -0.0005, -0.0004, 0.001
Si, -0.0004, 0.0004, 0.0012
Si, -0.0014, -0.0002, 0.0012
Si, 0.0002, -0.0009, 0.0006
Si, 0.0001, -0.0002, 0.0008
Si, -0.0003, -0.0009, 0.0013
Si, 0.0001, -0.0004, -0.0006
Si, -0.0001, -0.0003, 0.0008
Si, -0.0004, 0.0003, 0.0007
Si, -0.0007, 0.0002, 0.0001
Si, -0.0005, 0.001, 0.0007
Si, 0.0004, -0.0007, 0.0016
Si, -0.0002, -0.0005, 0.001
Si, -0.0007, -0.0005, 0.0022
Si, -0.0004, -0.0005, -0.0002
Si, -0.001, -0.0002, 0.0005
Si, -0.0003, -0.0008, -0.0004
Si, 0.0001, 0, 0.0013
Si, -0.0002, -0.0002, 0.0009
Si, -0.0016, -0.0012, 0.002
Si, -0.0002, -0.0004, -0.0007
Si, -0.0002, 0, 0.0001
Si, -0.0006, -0.0002, 0.0007
Si, -0.0001, 0.0006, -0.0002
Si, -0.0006, 0.0001, 0.0002
Si, 0, 0, 0.0003
Si, 0.0005, 0.0006, 0.0008
Si, -0.0003, -0.0003, 0.0005
Si, 0.0005, 0, 0.0003
Si, 0, 0, 0.0002
Si, -0.0005, -0.0004, -0.001
Si, 0.0005, -0.0012, 0.0003
Si, -0.0002, 0.0006, -0.0013
Si, -0.0005, 0.0003, 0.0008
Si, -0.0006, -0.0007, -0.0011
Si, 0, -0.0002, -0.0002
Si, -0.0003, 0.0017, 0.0002
Si, -0.0006, -0.0002, -0.0013
Si, 0.0003, 0.0001, 0.0003
Si, 0.0018, -0.0003, 0.0003
Si, 0.0001, -0.0001, 0.0002
Si, 0.0005, 0.0002, -0.0003
Si, -0.0004, 0, 0
Si, 0.0005, 0.0003, 0.0004
Si, -0.0004, 0.0003, 0.0001
Si, -0.0006, 0, -0.0001
Si, -0.0005, 0, -0.0002
Si, -0.0006, -0.0002, 0
Si, -0.0002, -0.0001, -0.0001
Si, -0.0003, -0.0003, -0.0001
Si, -0.0002, -0.0001, -0.0001
Si, -0.0003, -0.0001, 0
Si, -0.0003, -0.0001, 0.0001
Si, -0.0001, 0, 0
Si, -0.0002, 0, 0.0002
Si, -0.0003, 0, 0
Si, -0.0004, 0, 0.0001
Si, -0.0001, 0.0001, 0
Si, -0.0003, 0.0001, 0
Si, -0.0002, 0, 0
Si, -0.0002, 0.0002, 0
Si, -0.0004, -0.0001, 0.0003
Si, -0.0004, -0.0001, 0.0002
Si, -0.0006, -0.0004, 0.0001
Si, -0.0005, 0, 0.0002
Si, -0.0003, 0, 0.0002
Si, -0.0005, 0.0001, 0.0002
Si, -0.0004, 0, 0.0002
Si, -0.0005, -0.0002, 0.0001
Si, -0.0004, 0, 0.0002
Si, -0.0008, 0.0002, -0.0001
Si, -0.0006, -0.0002, 0.0001
Si, -0.0002, -0.0001, 0.0002
Si, -0.0001, -0.0002, 0
Si, -0.0003, -0.0002, 0.0003
Si, -0.0007, -0.0002, 0.0003
Si, -0.0003, 0.0002, 0
O, -0.0002, 0, -0.0003
O, 0.0001, 0.0005, -0.0017
O, -0.0004, -0.0003, 0.0011
O, -0.0002, 0.0003, -0.0004
O, -0.0007, 0.0003, 0.0002
O, -0.0004, 0.0002, -0.0001
O, 0.0001, 0.0027, 0.0013
O, 0.0001, 0.0007, 0.0002
O, -0.0002, 0.0002, 0
O, -0.0001, 0.0005, 0.0001
O, 0.0003, -0.0002, 0.0026
O, -0.0008, 0, 0.0001
O, 0, -0.0005, 0.0009
O, -0.0001, -0.0005, 0.0003
O, -0.0007, 0, -0.0003
O, 0.0009, 0.0003, 0.0004
O, -0.0005, -0.0003, -0.0002
O, 0, -0.0006, -0.0004
O, -0.0003, 0.0005, 0.0013
O, 0.0002, 0.0001, 0.0004
O, -0.001, -0.0002, 0.0011
O, -0.0002, -0.0003, -0.0006
O, -0.0004, -0.0003, 0.0012
O, -0.0003, -0.0001, 0.0004
O, -0.0004, 0.0004, 0.0014
O, 0.0002, -0.0004, 0.0005
O, -0.0002, -0.0002, 0.0004
O, 0.0003, -0.0003, 0.0004
O, -0.0008, -0.0001, 0
O, 0, 0.0003, 0.0001
O, -0.0005, -0.0001, 0.0002
O, -0.0008, -0.0009, 0.0009
O, 0.0008, 0.0005, -0.0012
O, 0.0002, 0.0004, 0.0008
O, -0.0004, 0.0006, -0.0011
O, -0.0008, 0, -0.0006
O, -0.0026, -0.0003, 0
O, 0.0002, -0.0002, 0.0011
O, -0.0004, 0.0001, -0.0005
O, -0.0002, 0, -0.0004
O, -0.0005, 0.0001, 0
O, 0.0001, -0.0011, -0.0002
O, -0.0006, -0.0008, 0.0007
O, -0.0004, 0, -0.0006
O, -0.0006, -0.0004, -0.0003
O, -0.0016, -0.0003, 0.0022
O, 0.0002, -0.0002, 0.0004
O, -0.0001, -0.0001, 0
O, -0.0016, -0.0012, -0.0016
O, 0, -0.0001, 0.0004
O, -0.0004, 0.0007, 0.0012
O, -0.0001, -0.0001, -0.0004
O, -0.0004, 0.0003, -0.0003
O, -0.0006, 0.0001, 0.0003
O, -0.0003, 0.0001, -0.0007
O, -0.0007, -0.0005, -0.0007
O, -0.0009, -0.0001, -0.0013
O, -0.0006, 0.0009, 0
O, -0.0002, 0, -0.0006
O, -0.0006, -0.0005, 0
O, -0.0001, 0.0005, 0.0014
O, -0.0002, 0.0006, 0.001
O, -0.0004, -0.0006, -0.0003
O, 0.0002, 0.0002, 0.0005

The program warned: the cutoff lies below the one the program advises for these potential files; the forces do not sum to zero within the program's tolerance; empty levels may hold ghost states of the PAW files; the exchange-correlation potential is rough where the density is thin.
